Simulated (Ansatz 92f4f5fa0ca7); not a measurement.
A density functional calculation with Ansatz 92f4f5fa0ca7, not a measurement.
Periodic cell of 153 atoms, Si99O54, from a study of silicon, its oxide and their interface. The atomic structure is a simulated model.

Settings
functional: r2SCAN
potential files: Ansatz norm-conserving
basis: plane waves
wave-function cutoff: 1300 eV
density cutoff ratio: 4
exchange-correlation grid ratio: 1
k mesh: 2 x 2 x 1, shifted by 0.5 0.5 0.5 of a step
self-consistency stop: 5e-08 eV per atom in the density residual
occupations: Fermi-Dirac, 0.05 eV
spin: none
net charge: 0

Cell vectors (angstrom)
a	11.54	0	0
b	0	11.54	0
c	0	0	19.4723

Atoms: element, x, y, z (angstrom)
Si	0.0306	-0.0434	-0.1421
Si	-0.2384	4.5572	-0.2838
Si	0.1155	6.9847	-0.2247
Si	3.714	-0.1509	-0.4073
Si	3.3356	4.0707	-0.7655
Si	3.8164	9.0615	-0.9479
Si	7.7936	-1.4385	-0.1916
Si	7.504	3.7504	-0.3515
Si	6.6518	8.0439	-1.0431
Si	1.9703	0.0808	1.1798
Si	1.7587	4.0181	0.8764
Si	1.9451	7.8759	1.2863
Si	5.9076	-0.5866	0.9378
Si	5.8679	4.0785	1.2928
Si	6.7676	7.658	1.7599
Si	9.5842	-0.3998	1.1565
Si	9.5401	4.02	1.0632
Si	9.1229	7.5403	1.5444
Si	1.9474	2.1326	2.2854
Si	1.9573	6.0515	2.5285
Si	1.8553	9.8009	2.616
Si	5.8708	2.1312	2.5015
Si	5.9523	5.7113	2.8289
Si	5.6097	9.2428	2.7454
Si	9.4292	1.7936	2.1994
Si	9.6622	5.6929	2.7856
Si	9.5669	9.4934	2.6675
Si	-0.2602	2.0134	3.5627
Si	0.1175	5.875	4.0886
Si	0.0162	9.6666	4.0978
Si	3.8571	2.0553	3.6996
Si	4.0048	5.882	4.0669
Si	3.668	9.5852	3.987
Si	7.8158	1.8299	3.8619
Si	7.8086	5.4684	4.1924
Si	7.6176	9.6021	3.8718
Si	0.0172	0.2704	5.2172
Si	-0.0714	3.7305	5.242
Si	-0.1696	7.6703	5.3158
Si	3.6439	0.1852	5.1866
Si	3.9103	3.9149	5.0952
Si	3.8406	7.7702	5.3242
Si	7.6713	-0.0383	5.478
Si	7.8268	3.5699	5.3393
Si	7.6085	7.6123	5.453
Si	1.7264	0.2982	6.6596
Si	2.074	3.8464	6.4985
Si	1.8518	7.6705	6.6476
Si	5.4674	-0.0779	6.8076
Si	5.5117	3.8454	6.7494
Si	5.5604	7.6548	6.7674
Si	9.7252	0.1654	6.7797
Si	9.5762	3.9196	6.6877
Si	9.7046	7.7804	6.9052
Si	2.1586	2.189	8.0385
Si	1.7849	5.6374	8.0229
Si	1.7004	9.6574	7.849
Si	5.5324	1.8975	8.0262
Si	5.3286	5.7453	8.1317
Si	5.7576	9.5436	8.3046
Si	9.4455	2.0337	8.2003
Si	9.5749	5.8674	8.188
Si	9.8963	9.7307	8.0934
Si	-0.2239	2.0429	9.6495
Si	-0.2642	5.4832	9.5583
Si	0.0913	9.7494	9.5109
Si	3.8185	2.0286	9.5885
Si	3.7119	5.8436	9.5965
Si	3.5212	9.5787	9.4617
Si	7.4496	1.882	9.341
Si	7.4095	5.6729	9.2182
Si	7.8247	9.554	9.4014
Si	0.2336	0.1599	10.8926
Si	-1.0333	4.1219	11.1996
Si	0.7062	7.1532	10.9806
Si	3.9762	-0.0008	11.0102
Si	4.2333	3.921	10.9668
Si	3.1142	7.7262	10.8526
Si	7.2741	-0.1569	10.7126
Si	7.426	3.9918	10.6164
Si	7.6513	7.3208	10.7658
Si	2.7341	0.5446	12.8259
Si	-0.0758	5.3195	13.0804
Si	8.0442	3.7562	14.8216
Si	8.7661	-5.274	13.3727
Si	7.5899	-0.5379	13.512
Si	10.591	-0.4969	13.5065
Si	6.5222	8.1266	13.313
Si	3.8882	5.1291	15.953
Si	7.0046	5.1315	17.2108
Si	2.7072	3.6572	13.6668
Si	10.1785	1.9721	15.6091
Si	11.9115	13.8509	17.1391
Si	3.3498	1.4505	17.169
Si	1.0308	9.0688	17.4655
Si	3.7303	-3.861	13.9674
Si	5.9935	1.57	15.4417
Si	1.6838	9.9445	14.5641
Si	7.9359	12.7154	17.4772
O	-0.1208	1.2824	-1.113
O	0.2458	7.7337	-1.8418
O	1.8965	2.0731	-2.8353
O	-1.3474	7.5862	0.2764
O	3.4448	8.1121	0.3514
O	4.024	2.6858	-1.2779
O	5.2755	-2.8143	-1.5893
O	3.2395	5.1758	-2.0513
O	4.5617	4.548	0.3956
O	5.1831	-3.3746	-5.193
O	2.6684	8.7362	-2.0576
O	0.1219	3.7746	-1.7318
O	8.078	-0.2869	-1.3466
O	2.6837	11.1125	-5.38
O	8.3112	2.3835	-0.9276
O	6.2921	7.1451	0.2941
O	6.5088	13.1895	-2.53
O	5.6414	-0.4372	11.1342
O	-1.1123	-0.1469	11.9197
O	0.4972	6.8237	12.527
O	-0.2819	2.6942	11.2552
O	-0.0704	8.6131	10.7839
O	1.4547	12.1736	11.78
O	0.9482	3.0539	9.0373
O	6.7056	-1.8355	13.1771
O	5.8848	3.6888	11.2239
O	3.3885	4.2916	12.3276
O	6.4345	7.5079	11.8498
O	3.4325	3.8005	15.0754
O	9.0787	-1.044	13.7879
O	7.8319	0.3417	12.2378
O	8.8848	4.2545	11.3367
O	7.7781	7.3783	14.0826
O	8.8736	6.8232	11.8651
O	3.5763	7.4505	12.4114
O	7.1457	-4.8261	17.467
O	2.7042	2.0335	13.4646
O	4.2634	1.1733	15.8257
O	1.0949	4.267	13.8073
O	8.1122	4.4449	16.2915
O	6.5897	-11.1938	14.5123
O	6.6917	2.748	14.662
O	3.4144	6.3343	14.9081
O	12.6094	-1.4532	16.0952
O	9.5951	3.1567	14.6401
O	0.3457	-1.4617	13.6358
O	10.2544	5.8448	14.0813
O	2.4507	8.6206	14.403
O	6.2086	1.0815	20.8545
O	5.4824	5.0171	16.3745
O	7.9118	4.8702	13.6363
O	10.8738	0.7691	14.6083
O	12.007	10.0492	18.664
O	8.8836	12.8317	16.1951

Results
free energy: -36713.766 eV
free energy less fixed offsets of O -463.61, Si -117.95 eV per atom: -1.776 eV
pressure: -1.30 GPa
stress xx, yy, zz, yz, xz, xy (GPa, positive in tension): 2.6, 0.41, 0.89, 0.03, -0.47, -0.56

Forces (eV/angstrom), in the order of the atoms: element, x, y, z
Si	0.3546	-0.475	0.2773
Si	1.8078	-0.3093	-0.2246
Si	-0.5998	1.2415	-1.8652
Si	0.5488	-1.1981	-0.1101
Si	3.1236	1.6806	0.752
Si	-1.5649	0.4578	0.195
Si	-0.046	0.8119	-0.0176
Si	1.3698	0.5395	0.564
Si	0.2889	-2.1593	-0.6192
Si	0.0377	0.7231	-0.2532
Si	-0.9608	1.0744	1.2875
Si	1.1996	0.9907	-2.484
Si	-1.2634	1.6177	0.5201
Si	-0.7568	-0.205	-1.3892
Si	-0.2359	-2.1325	0.0694
Si	0.0448	0.4934	-0.7984
Si	-1.3855	-0.2557	0.1528
Si	1.2786	0.7401	0.4912
Si	-0.7924	-0.1466	0.669
Si	1.1395	-2.6728	1.1958
Si	-0.7551	-0.617	-0.233
Si	-0.1185	1.044	2.0041
Si	1.0744	1.0241	0.6776
Si	-0.0827	3.0555	-0.6746
Si	0.1273	0.3524	-0.5387
Si	0.0324	-0.6754	0.1038
Si	1.4925	-0.0023	1.5208
Si	1.9844	-0.0882	0.6856
Si	-0.2811	-1.8633	-1.7009
Si	-0.87	0.3838	-0.4634
Si	-0.2537	-0.3441	0.0976
Si	-1.114	0.5375	-2.0979
Si	0.4166	0.9895	0.1361
Si	-1.0561	-0.5063	0.7213
Si	-0.1965	1.7197	0.0224
Si	-0.2091	0.0469	2.4771
Si	-1.716	-0.4784	-0.685
Si	0.5959	0.7529	0.0767
Si	1.2689	1.3887	1.3078
Si	0.6385	-0.7274	0.6199
Si	-0.2259	-0.7883	0.7584
Si	-1.3157	-0.1964	0.862
Si	-0.5072	-0.1885	-0.5675
Si	-1.8079	0.3301	1.2738
Si	0.757	0.0839	0.0073
Si	1.2888	-0.8866	0.7518
Si	-0.7613	0.4869	-0.8684
Si	-0.4492	-0.652	-0.0438
Si	1.0371	-0.0303	-0.9258
Si	1.4991	-0.479	-0.7751
Si	1.5204	0.6137	0.6907
Si	-0.3861	-0.2613	-0.6095
Si	1.0024	-0.1682	1.3259
Si	-1.4466	-0.2604	-1.2267
Si	-1.3371	0.6713	1.0145
Si	-0.0785	0.4409	0.7108
Si	1.1605	0.436	0.5338
Si	0.3529	0.1759	0.1907
Si	2.0783	0.3373	-1.6828
Si	-1.4647	-0.1504	-0.9067
Si	0.6223	0.2199	-0.5276
Si	-1.3106	-0.4293	-1.1748
Si	-2.0065	0.5497	0.0608
Si	0.1749	0.5691	1.0526
Si	2.1597	0.9154	-0.7901
Si	0.4468	-0.3313	2.4719
Si	0.4295	-1.0559	1.1452
Si	-1.4933	-0.6754	0.68
Si	0.8196	1.0043	0.4428
Si	0.2467	0.1	1.0961
Si	-0.046	1.1753	-1.2346
Si	0.7652	-1.0674	0.967
Si	-2.5192	-1.3859	-0.7415
Si	0.6505	1.1821	2.1819
Si	0.1678	1.8531	-1.26
Si	2.661	-0.7778	-2.1141
Si	0.5763	0.7048	-0.7811
Si	-0.9514	-1.2078	-0.3549
Si	-1.5614	1.8392	1.4
Si	-0.7169	-2.9422	-0.6033
Si	1.1396	1.0204	0.3678
Si	-0.6799	1.6452	0.0443
Si	0.851	-0.6137	0.2912
Si	0.0666	0.1137	-1.4949
Si	0.1399	-0.8408	1.8354
Si	-1.7649	0.0886	1.3117
Si	-0.378	1.7544	1.037
Si	0.5338	0.9413	2.3314
Si	1.2717	0.5062	-1.1134
Si	-3.0658	0.2568	0.2906
Si	-2.9577	-0.7928	-0.7351
Si	2.9514	-1.5188	-3.147
Si	-1.4295	-0.6929	0.1631
Si	1.6182	0.9622	0.6819
Si	2.5794	3.4129	-1.9123
Si	-3.3148	-1.334	2.0616
Si	-2.5687	-3.3404	-0.4351
Si	-2.5084	1.4522	1.4994
Si	0.6773	0.7644	1.6681
O	0.5591	-0.6802	-0.2044
O	-1.0251	-2.5861	1.6906
O	0.3169	-0.8615	0.9158
O	-0.273	-0.2681	-0.3618
O	-1.3205	-0.2407	1.0109
O	-1.358	-0.9752	-1.7271
O	0.3069	-0.48	-0.078
O	-1.1892	-1.0709	1.7522
O	-1.5052	-0.2947	-1.4249
O	1.7902	-0.3952	-0.3527
O	-0.6913	-0.1036	0.7008
O	-0.2937	1.2963	0.6607
O	-0.4135	0.5357	-1.4471
O	-0.2045	-0.0632	0.0828
O	-0.8202	-0.778	-0.1799
O	-0.1924	0.8372	-1.7168
O	-0.4082	-0.6486	0.9339
O	-0.4902	0.9842	-0.6988
O	2.3279	0.7088	-0.9629
O	0.0186	-2.2872	1.6622
O	-1.148	-0.2935	-1.0793
O	0.3332	0.1598	-1.5924
O	0.9912	-0.5824	1.1077
O	0.4715	-2.5175	-1.1437
O	0.8333	0.0567	-0.0151
O	-0.1975	1.0151	0.7614
O	0.3569	-0.3984	0.4317
O	-1.0637	-0.3963	-0.7414
O	0.978	1.3321	1.0159
O	1.0531	-0.6491	1.9968
O	-0.61	0.7485	-3.351
O	-0.3008	-1.3628	0.035
O	-0.1675	0.2687	-0.0689
O	-0.0526	0.4245	-1.2946
O	0.2185	0.1026	-1.145
O	0.1663	2.2545	0.4599
O	0.2656	0.6172	-0.3597
O	2.7085	1.233	-0.3147
O	0.6862	1.0787	-0.9542
O	0.2206	-0.1743	-1.0913
O	0.3337	-0.8823	0.7712
O	1.605	3.1651	-0.4662
O	1.0928	-0.1457	0.3948
O	-0.3446	-1.2156	0.5417
O	-1.4629	-0.2742	0.3299
O	-0.3635	-0.2985	-0.0562
O	-1.2132	0.9428	-0.9398
O	2.0265	-2.2982	-0.5345
O	0.3252	-3.9002	-2.1964
O	1.2759	-0.0262	-0.0066
O	-0.2682	-0.0035	0.3614
O	-0.8383	-0.1646	-0.7465
O	-0.018	0.0779	-0.9774
O	-0.785	-0.8667	0.9747
